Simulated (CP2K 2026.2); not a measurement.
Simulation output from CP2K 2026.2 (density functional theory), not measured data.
Periodic cell of 444 atoms, Si328O116, from a study of silicon, its oxide and their interface. The atomic structure is a simulated model.
Doubt: the forces sum to 1.86 eV/angstrom along one axis rather than to zero, so they err by at least 0.0042 eV/angstrom per atom on average; the grid cutoff is modest.

Settings
functional: PBE
method: Gaussian and plane waves
basis set: DZVP-MOLOPT-SR-GTH
pseudopotentials: GTH-PBE
grid cutoff: 350 Ry, relative cutoff 50 Ry
k points: Gamma only
occupations: fixed
spin: none
net charge: 0

Cell vectors (angstrom)
a	16.4025	0	0
b	0	16.4025	0
c	0	0	30.5917

Atoms and the computed forces on them: element, x, y, z (angstrom), force x, y, z (eV/angstrom)
Si	0.503	15.889	30.523	0.329	0.016	-0.023
Si	3.02	2.584	0.107	-0.14	-0.096	-0.013
Si	16.232	5.601	0.051	0.072	0	-0.093
Si	2.777	8.276	0.188	0.043	-0.041	-0.275
Si	0.427	10.389	0.084	0.029	0.149	-0.157
Si	2.669	13.794	0.395	0.063	-0.152	-0.316
Si	5.12	0.271	0.047	0.133	-0.123	-0.394
Si	8.193	2.715	0.44	-0.02	0.058	-0.395
Si	5.887	4.698	30.556	-0.157	0.185	-0.282
Si	8.176	8.126	0.523	0.108	0.088	-0.52
Si	6.047	10.348	0.183	0.108	-0.16	-0.173
Si	8.552	13.478	30.557	-0.066	0.086	-0.38
Si	10.505	0.711	30.441	-0.134	-0.014	-0.38
Si	13.812	2.674	0.156	0.039	0.113	-0.132
Si	10.454	5.941	0.16	0.006	-0.024	-0.112
Si	13.818	7.685	30.549	-0.252	-0.148	-0.252
Si	10.57	11.022	30.496	-0.186	-0.327	-0.398
Si	14.097	13.857	30.064	0.172	0.02	0.17
Si	1.418	1.295	1.312	0.033	-0.079	-0.441
Si	4.258	3.951	1.53	-0.029	-0.016	-0.261
Si	1.461	6.722	1.402	-0.102	0.052	-0.229
Si	4.283	9.456	1.543	-0.021	0.093	-0.175
Si	1.39	12.145	1.466	0.032	-0.147	-0.248
Si	4.128	15.13	1.58	0.034	0.047	-0.188
Si	6.779	1.258	1.524	-0.269	-0.073	-0.176
Si	9.574	4.186	1.559	0.032	0.168	-0.271
Si	6.725	6.6	1.466	-0.014	-0.181	-0.373
Si	9.615	9.607	1.597	0.105	0.084	-0.199
Si	6.954	12.282	1.315	-0.056	-0.099	-0.114
Si	9.694	15.152	1.2	-0.081	0.089	-0.205
Si	12.154	1.53	1.359	0.131	-0.058	-0.016
Si	15.087	4.101	1.483	-0.001	0.102	-0.172
Si	12.242	6.798	1.498	-0.004	0.03	-0.216
Si	15.02	9.396	1.259	0.199	-0.13	-0.248
Si	12.444	12.348	0.89	-0.212	-0.043	-0.21
Si	15.234	14.882	1.327	-0.113	0.062	-0.242
Si	0.052	2.662	2.729	0.057	-0.117	0.119
Si	2.723	0.035	2.877	-0.035	0.205	0.094
Si	0.017	8.11	2.748	-0.022	-0.076	-0.047
Si	2.818	5.375	2.786	-0.003	0.041	-0.043
Si	0.018	13.519	2.806	0.034	-0.004	0.153
Si	2.845	10.88	2.821	0.116	0.003	0.003
Si	5.519	2.63	2.961	-0.035	-0.093	0.127
Si	8.245	16.302	2.743	0.072	-0.061	0.021
Si	5.488	8.026	2.9	-0.106	-0.09	0.078
Si	8.176	5.46	2.916	-0.044	-0.062	0.154
Si	5.547	13.643	2.745	0.058	-0.148	-0.112
Si	8.239	10.996	2.849	0.002	0.131	0.22
Si	10.937	2.811	2.883	0.043	-0.01	0.008
Si	13.676	16.37	2.57	0.073	0.049	-0.073
Si	11.013	8.245	2.87	0.075	0.077	0.23
Si	13.643	5.418	2.826	-0.068	-0.046	0.058
Si	11.117	13.707	2.516	-0.143	-0.026	-0.137
Si	13.674	10.941	2.514	0.146	0.038	-0.194
Si	1.409	4.026	4.135	0.024	-0.083	-0.044
Si	4.088	1.334	4.293	-0.018	0.016	-0.075
Si	1.393	9.512	4.127	-0.036	0.005	-0.09
Si	4.074	6.747	4.245	0.104	0.047	0.015
Si	1.361	14.977	4.152	0.011	-0.024	-0.071
Si	4.17	12.302	4.152	-0.073	-0.029	0.015
Si	6.868	4.045	4.283	0.026	0.07	-0.093
Si	9.56	1.344	4.131	-0.029	-0.021	-0.031
Si	6.869	9.531	4.165	0.025	0.041	-0.081
Si	9.589	6.868	4.204	0.019	-0.023	-0.091
Si	6.897	14.972	4.154	0.061	0	0.009
Si	9.698	12.399	4.063	-0.068	-0.127	-0.135
Si	12.328	4.094	4.251	0.059	-0.04	-0.016
Si	15.032	1.302	4.057	-0.04	0.079	-0.127
Si	12.402	9.659	4.101	-0.201	-0.135	0.017
Si	15.035	6.801	4.159	0.11	0.028	-0.076
Si	12.376	15.021	4.036	0.023	-0.015	-0.062
Si	14.983	12.193	4.082	0.091	0.153	0.008
Si	16.387	16.4	10.988	-0.004	0.012	-0.005
Si	2.729	2.749	10.989	-0.003	-0.008	0.008
Si	16.396	5.477	11.001	-0.006	-0.026	0.011
Si	2.707	8.198	10.997	0.029	0.026	0.003
Si	16.377	10.925	10.992	-0.001	0.023	0
Si	2.711	13.658	10.985	0.003	0.037	-0.015
Si	5.461	0.009	10.986	-0.031	0.011	-0.007
Si	8.211	2.759	10.986	0.001	0.008	0.004
Si	5.458	5.491	10.99	-0.025	-0.001	0.011
Si	8.194	8.216	10.989	-0.02	0.001	0
Si	5.448	10.929	10.987	-0.014	0.017	0.001
Si	8.204	13.669	10.999	-0.01	-0.007	-0.001
Si	10.946	0.016	10.988	-0.024	0.001	-0.011
Si	13.679	2.749	10.988	0.003	-0.022	0
Si	10.945	5.499	10.979	-0.023	0.006	-0.001
Si	13.657	8.213	10.993	-0.03	0.024	0.007
Si	10.928	10.945	10.992	-0.006	0.03	-0.001
Si	13.663	13.66	10.989	0.006	0.021	-0.005
Si	1.34	1.398	12.339	0.049	0	-0.013
Si	4.078	4.142	12.357	0.012	-0.025	0.006
Si	1.344	6.844	12.386	0.012	0.016	0.011
Si	4.061	9.57	12.356	0.006	-0.036	-0.002
Si	1.332	12.293	12.358	-0.006	-0.006	-0.002
Si	4.068	15.052	12.335	0.011	-0.044	-0.003
Si	6.816	1.414	12.342	0.017	-0.029	0.007
Si	9.567	4.148	12.346	-0.014	-0.011	0.001
Si	6.809	6.87	12.362	0.038	-0.004	0.009
Si	9.552	9.584	12.359	0	0.011	-0.016
Si	6.816	12.299	12.348	-0.016	0.015	0.002
Si	9.568	15.059	12.345	0.034	0.047	-0.007
Si	12.3	1.398	12.351	0.001	0.007	-0.009
Si	15.032	4.121	12.37	-0.001	-0.002	-0.001
Si	12.284	6.87	12.374	0.022	-0.025	-0.001
Si	15.005	9.573	12.378	0.016	-0.019	0.005
Si	12.291	12.304	12.362	-0.035	-0.021	-0.005
Si	15.012	15.037	12.354	-0.015	-0.027	-0.003
Si	0.01	2.771	13.74	0	-0.039	0.023
Si	2.702	0.036	13.691	-0.028	0.041	-0.002
Si	16.364	8.204	13.752	-0.009	0.042	-0.023
Si	2.715	5.485	13.764	0.026	-0.033	0.014
Si	16.355	13.656	13.722	0.053	0.009	-0.008
Si	2.672	10.907	13.728	0.055	0.028	0
Si	5.465	2.809	13.718	-0.051	0.004	0.004
Si	8.197	0.047	13.682	-0.014	-0.016	-0.01
Si	5.412	8.215	13.739	-0.051	0.073	-0.011
Si	8.2	5.522	13.718	-0.024	-0.024	-0.019
Si	5.431	13.675	13.683	-0.025	0.043	-0.011
Si	8.162	10.923	13.727	0.034	-0.014	0.012
Si	10.951	2.797	13.704	-0.021	-0.064	-0.002
Si	13.653	0.019	13.714	-0.032	0.04	-0.003
Si	10.913	8.243	13.752	-0.036	0.036	0.029
Si	13.665	5.503	13.725	-0.034	-0.011	-0.025
Si	10.929	13.69	13.709	-0.012	-0.013	0.001
Si	13.619	10.923	13.755	0.008	0.064	0.012
Si	1.351	4.138	15.163	0.015	-0.013	0.081
Si	4.055	1.448	15.036	0.004	-0.038	-0.01
Si	1.301	9.563	15.141	-0.044	-0.018	0.031
Si	4.062	6.861	15.147	0.032	0.027	0.08
Si	1.313	15.071	15.033	0.017	-0.052	-0.024
Si	4.054	12.296	15.034	-0.027	-0.016	-0.028
Si	6.825	4.197	15.1	0.075	0.018	0.045
Si	9.559	1.441	15.033	0.026	0.041	0
Si	6.763	9.58	15.112	-0.049	-0.005	0.025
Si	9.528	6.896	15.115	-0.01	-0.021	0.027
Si	6.799	15.08	15.002	0.006	-0.003	-0.047
Si	9.541	12.319	15.043	0.033	0.041	-0.01
Si	12.297	4.168	15.096	0.06	0.045	0.009
Si	15.024	1.395	15.062	-0.008	-0.018	0.005
Si	12.259	9.583	15.176	-0.041	-0.022	0.054
Si	15.002	6.849	15.131	-0.007	0.006	0.079
Si	12.284	15.062	15.089	0.001	-0.007	0.066
Si	14.978	12.295	15.111	-0.049	-0.019	0.042
Si	16.349	0.003	16.431	0.066	0.09	0.025
Si	2.748	2.763	16.518	0.025	0.062	0.118
Si	16.36	5.512	16.544	-0.075	0.004	0.007
Si	2.622	8.164	16.529	0.112	0.073	0.018
Si	16.288	10.901	16.51	0.089	0.028	0.067
Si	2.68	13.682	16.335	-0.086	0.09	0
Si	5.463	0.099	16.321	0.026	-0.071	0.021
Si	8.258	2.86	16.41	-0.084	-0.033	0.073
Si	5.498	5.57	16.541	-0.161	-0.084	0.05
Si	8.08	8.185	16.5	0.095	0.111	0.005
Si	5.379	10.968	16.462	0.019	-0.031	0.088
Si	8.124	13.676	16.34	-0.013	0.034	0.041
Si	10.876	0.05	16.396	0.041	0.025	0.058
Si	13.701	2.8	16.417	-0.105	-0.084	0.094
Si	10.959	5.583	16.462	-0.063	-0.09	0.051
Si	13.624	8.17	16.545	0.111	0.016	0.024
Si	10.858	11.007	16.494	-0.073	0.035	0.071
Si	13.654	13.704	16.489	-0.062	-0.056	-0.031
Si	1.321	1.335	17.802	-0.104	-0.05	-0.064
Si	4.162	4.177	17.895	0.072	0.005	-0.135
Si	1.275	6.832	18.012	0.004	0.003	0.061
Si	3.975	9.592	17.821	-0.037	-0.052	-0.159
Si	1.25	12.404	17.721	-0.035	0.023	-0.168
Si	4.095	15.077	17.587	0.02	0.011	-0.178
Si	6.833	1.49	17.672	0.032	0.113	-0.113
Si	9.61	4.252	17.826	-0.021	-0.048	-0.04
Si	6.803	6.899	18.07	-0.046	-0.001	0.348
Si	9.356	9.662	17.779	-0.06	0.064	-0.088
Si	6.757	12.394	17.781	0.097	0.042	-0.056
Si	9.415	15.085	17.684	-0.04	0.012	-0.038
Si	12.297	1.431	17.706	0.049	-0.02	-0.163
Si	15.024	4.107	17.904	0.012	-0.011	0.138
Si	12.262	6.854	17.978	0.05	0.044	0.175
Si	14.968	9.486	17.972	-0.058	-0.002	0.092
Si	12.244	12.395	17.869	0.026	0.004	0.088
Si	15.022	15.072	17.875	-0.04	-0.032	0.09
Si	0.042	2.711	19.247	-0.037	-0.057	0.14
Si	2.792	16.345	18.998	-0.154	-0.044	0.213
Si	16.328	8.147	19.532	0.068	0.198	0.306
Si	2.705	5.417	19.296	0.025	-0.113	0.201
Si	0.027	13.725	19.262	0.093	-0.031	0.221
Si	2.585	11.047	19.024	-0.022	-0.069	0.329
Si	5.673	2.858	19.181	0.133	0.037	0.296
Si	8.066	0.079	19.034	-0.118	-0.15	0.385
Si	5.239	8.36	19.382	0.038	-0.061	0.195
Si	8.357	5.483	19.433	-0.063	0.133	0.268
Si	5.409	13.855	19.053	0.027	0.047	0.292
Si	7.952	10.97	19.221	-0.048	0.023	0.226
Si	10.963	2.791	19.066	0.145	0.173	0.301
Si	13.587	0.087	19.124	-0.095	0.12	0.161
Si	10.783	8.413	19.102	0.102	-0.098	0.204
Si	13.579	5.311	19.412	-0.102	-0.246	0.183
Si	10.757	13.839	19.108	0.012	-0.021	0.247
Si	13.567	10.932	19.255	-0.143	0.035	0.3
Si	1.835	3.599	20.604	0.022	-0.02	0.187
Si	4.189	1.391	20.176	0.05	-0.082	0.435
Si	1.106	10.048	20.588	-0.098	0.068	-0.022
Si	3.931	6.829	20.718	0.013	-0.023	0.087
Si	1.863	14.734	20.498	0.136	-0.078	0.293
Si	4.001	12.446	20.263	-0.117	0.067	0.253
Si	7.416	3.7	20.775	0.15	-0.153	-0.18
Si	9.555	1.412	20.232	-0.013	-0.164	0.174
Si	6.159	10.135	20.731	-0.104	0.184	-0.058
Si	9.676	7.115	20.694	-0.038	0.105	-0.062
Si	6.348	15.572	20.456	-0.019	0.1	0.166
Si	9.537	12.246	20.37	0.08	0.049	0.267
Si	12.387	3.616	20.829	-0.161	-0.176	0.139
Si	14.794	1.567	20.513	0.179	-0.114	0.366
Si	11.744	10.012	20.588	0.086	0.241	-0.03
Si	14.77	6.689	20.901	0.038	0.164	0.163
Si	11.813	15.561	20.385	-0.132	0.064	0.175
Si	15.177	12.118	20.504	-0.037	0.008	0.236
Si	0.547	0.381	22.597	-0.167	-0.091	0.133
Si	4.23	4.003	24.83	-0.035	-0.369	0.037
Si	11.239	3.428	23.862	0.007	-0.201	0.333
Si	2.237	8.497	22.846	0.094	0.066	0.497
Si	14.178	6.41	23.903	0.212	-0.066	0.61
Si	15.697	0.173	25.346	-0.016	0.041	0.28
Si	6.195	2.508	26.146	0.067	-0.218	0.02
Si	16.267	8.484	24.6	-0.124	0.171	0.533
Si	7.567	8.312	22.84	0.15	0.052	0.279
Si	7.46	12.838	25.299	-0.176	-0.208	0.317
Si	8.275	14.121	22.509	-0.115	-0.104	0.225
Si	10.311	15.628	23.947	0.071	0.131	0.52
Si	0.178	2.94	26.227	-0.06	-0.286	-0.194
Si	2.392	9.028	25.76	-0.219	0.069	0.264
Si	4.745	13.601	26.522	-0.108	-0.065	-0.339
Si	15.821	11.899	28.08	0.097	-0.006	-0.372
Si	1.428	3.212	23.466	-0.081	0.048	0.566
Si	12.591	0.831	24.881	0.036	-0.062	-0.074
Si	8.908	9.976	25.16	0.289	0.419	0.203
Si	11.797	13.413	25.065	-0.075	0.032	0.361
Si	12.228	7.708	22.142	-0.097	0.226	0.304
Si	12.638	4.855	25.92	-0.012	-0.109	-0.088
Si	1.708	4.493	28.418	-0.014	-0.09	-0.251
Si	3.577	7.113	27.966	0.101	0.141	-0.501
Si	2.259	11.937	26.882	0.072	0.116	-0.39
Si	13.386	13.768	22.588	-0.004	-0.043	0.281
Si	8.416	14.684	27.605	-0.014	-0.069	-0.458
Si	14.569	14.078	25.137	0.079	-0.161	0.321
Si	11.721	10.615	25.513	-0.001	0.142	-0.041
Si	13.924	2.867	27.756	0.028	0.26	-0.442
Si	5.792	16.199	27.591	-0.082	0.211	-0.535
Si	5.178	4.906	27.467	0.261	-0.077	-0.49
Si	9.113	1.743	25.268	-0.051	0.09	0.151
Si	14.734	11.043	25.398	-0.107	0.064	-0.129
Si	14.605	0.268	29.102	0.035	0.156	-0.277
Si	11.829	6.755	28.319	0.159	0.037	-0.327
Si	5.979	5.565	22.729	-0.197	-0.105	0.347
Si	4.348	12.016	28.95	-0.072	0.045	-0.344
Si	10.681	0.436	27.376	-0.195	0.058	-0.504
Si	10.438	9.285	27.694	0.041	0.263	-0.393
O	16.191	16.232	29.038	0.064	-0.01	0.292
O	14.208	0.73	24.954	-0.113	0.132	0.047
O	2.468	5.894	28.011	-0.03	-0.128	0.308
O	2.542	3.498	29.405	0.375	-0.091	0.253
O	0.35	4.912	29.224	-0.263	0.067	0.393
O	15.094	6.7	30.144	0.054	-0.05	0.399
O	1.606	9.307	30.203	0.107	0.236	0.314
O	16.29	10.839	29.193	0.167	-0.009	0.258
O	3.652	7.707	29.477	0.233	-0.129	0.653
O	15.065	7.442	24.802	-0.289	-0.194	0.037
O	1.695	14.786	30.037	-0.042	0.015	0.563
O	5.299	10.782	29.371	-0.117	-0.09	0.181
O	5.594	15.989	29.193	-0.08	-0.091	0.619
O	4.052	1.425	30.087	-0.041	0.175	0.321
O	7.177	3.709	30.133	-0.1	0.045	0.504
O	9.762	2.816	24.221	-0.196	0.141	-0.362
O	6.428	3.964	26.923	-0.245	0.079	0.274
O	5.069	4.705	29.086	-0.052	-0.073	0.622
O	7.188	9.214	30.227	-0.206	0.144	0.854
O	2.217	10.645	25.892	0.038	0.061	0.071
O	5.211	12.95	27.94	0.069	0.028	0.476
O	9.515	12.222	30.046	0.036	0.137	0.5
O	9.866	15.414	27.43	0.125	-0.173	0.264
O	9.202	1.738	30.106	0.312	-0.342	0.315
O	11.196	0.665	28.905	-0.019	0.224	0.544
O	14.652	1.261	30.419	-0.09	0.235	0.138
O	13.618	3.426	29.26	-0.146	-0.125	0.381
O	11.221	5.587	29.304	-0.313	-0.196	0.38
O	10.563	7.679	27.854	0.053	-0.154	0.385
O	12.933	7.708	29.106	0.09	0.051	0.331
O	12.756	7.165	23.585	-0.411	0.161	-0.174
O	10.534	10.064	29.118	-0.065	0.298	0.624
O	9.625	15.048	22.599	0.181	-0.096	-0.221
O	14.979	13.074	28.862	-0.5	0.155	0.468
O	13.669	15.323	29.303	-0.117	-0.313	0.305
O	1.194	4.081	22.099	0.213	0.273	-0.678
O	3.993	4.443	26.396	0.167	0.043	0.302
O	3.098	2.493	20.917	-0.356	-0.062	-0.495
O	5.206	0.29	21.043	0.052	-0.086	-0.502
O	3.027	8.768	24.265	-0.026	-0.025	-0.303
O	2.128	9.807	21.889	0.05	0.281	-0.256
O	2.997	7.326	22.017	-0.021	0.177	-0.532
O	0.675	8.135	23.226	0.116	-0.387	-0.534
O	1.373	15.626	21.81	-0.021	-0.021	0.09
O	15.485	15.093	26.048	-0.205	0.089	-0.115
O	5.06	11.391	21.105	0.071	-0.35	-0.495
O	2.949	13.545	21.074	-0.046	0.066	-0.517
O	8.692	7.998	21.699	0.244	0.013	-0.417
O	6.956	4.328	22.26	0	-0.06	-0.147
O	8.519	2.456	21.133	0.183	0.172	-0.193
O	10.778	0.408	20.938	-0.208	0.016	-0.582
O	6.616	9.49	22.203	-0.225	0.133	-0.265
O	7.948	11.299	25.06	-0.081	-0.276	0.071
O	10.998	6.723	21.663	0.135	-0.033	-0.069
O	8.199	8.817	24.267	-0.191	-0.504	-0.292
O	7.049	14.923	21.806	-0.061	0.173	-0.009
O	9.758	1.673	26.78	-0.062	0.068	0.115
O	8.69	12.782	21.695	0.137	-0.03	-0.456
O	10.747	11.284	20.977	0.219	-0.194	-0.222
O	12.36	2.336	24.326	0.16	0.013	-0.195
O	9.104	9.612	26.764	0.077	-0.103	0.269
O	13.619	2.542	21.218	0.012	0.28	-0.204
O	15.613	0.83	21.767	-0.002	0.231	-0.392
O	11.33	12.143	25.948	0.161	-0.019	-0.134
O	11.513	3.794	22.287	0.401	0.077	-0.793
O	11.949	0.414	26.333	0.157	0.114	0.28
O	14.37	14.611	23.597	-0.278	0.011	-0.04
O	12.595	14.759	21.6	-0.268	0.433	-0.358
O	16.337	11.101	21.17	-0.242	-0.123	-0.679
O	14.299	12.7	21.786	-0.026	0.044	-0.274
O	1.475	1.664	22.977	0.089	-0.177	-0.25
O	2.837	3.672	24.114	-0.195	0.091	0.149
O	5.073	5.849	21.408	-0.204	-0.048	-0.274
O	0.907	8.331	25.848	0.13	0.011	-0.174
O	14.941	6.051	22.489	0.22	0.206	-0.741
O	8.235	13.389	26.625	0.044	0.167	0.042
O	3.238	8.349	26.952	0.264	0.146	0.021
O	11.376	4.71	24.883	-0.223	-0.097	0.137
O	13.231	10.611	24.902	0.13	-0.323	-0.169
O	0.145	16.178	24.038	0.269	-0.227	-0.209
O	0.126	1.283	26.213	0.008	0.034	0.015
O	9.248	0.262	24.607	-0.073	-0.255	-0.051
O	6.769	6.923	23.164	-0.196	-0.043	0.15
O	11.816	9.291	22.101	-0.194	0.065	-0.168
O	3.012	11.427	28.229	-0.131	0.053	0.181
O	5.822	12.994	25.442	-0.13	-0.03	-0.151
O	7.811	13.724	24.001	0.056	0.359	-0.375
O	7.315	15.803	27.183	0.226	0.093	0.194
O	0.297	3.421	24.651	-0.103	0.006	-0.185
O	15.255	3.449	27.014	-0.062	0.018	0.201
O	13.918	5.145	24.916	0.117	-0.134	-0.419
O	5.037	6.55	27.4	-0.078	0.151	0.07
O	3.199	13.114	26.194	-0.098	0.058	-0.033
O	14.861	11.065	27.031	0.077	0.018	0.229
O	15.151	12.565	24.969	-0.094	0.018	0.108
O	5.046	5.149	24.008	0.189	0.116	-0.203
O	5.621	1.369	27.17	0.131	-0.004	0.422
O	11.807	16.285	23.777	-0.174	0.093	-0.011
O	10.452	10.154	24.571	-0.155	0.026	-0.227
O	5.134	2.645	24.906	-0.177	0.148	-0.129
O	11.778	9.716	26.851	0.132	0.143	0.205
O	13.504	7.759	21.105	0.103	0.094	-0.355
O	1.397	3.581	27.084	0.066	0.296	0.375
O	12.743	3.456	26.79	-0.101	-0.098	-0.04
O	14.087	1.231	27.87	0.165	-0.565	0.197
O	7.561	2.089	25.426	0.056	-0.07	-0.183
O	15.726	10.024	24.621	0.074	-0.145	0.025
O	0.745	12.456	27.247	-0.097	0.203	0.391
O	4.789	15.235	26.69	-0.023	-0.107	0.053
O	10.509	14.376	24.98	-0.112	-0.048	-0.066
O	12.285	13	23.55	0.27	-0.224	-0.479
O	8.12	14.204	29.126	-0.102	-0.37	0.811
O	3.84	12.956	30.162	0.108	0.243	0.284
O	9.252	7.057	30.334	-0.031	0.085	0.378
O	13.087	14.056	25.849	-0.03	0.126	-0.152
O	12.479	6.079	26.979	-0.058	0.045	0.151
Si	16.383	16.363	5.483	-0.025	-0.044	0.006
Si	2.724	2.719	5.599	0.05	0.012	-0.024
Si	0.024	5.42	5.497	-0.059	0.008	-0.048
Si	2.721	8.168	5.552	-0.042	-0.047	-0.034
Si	16.4	10.891	5.473	0.028	-0.035	-0.016
Si	2.76	13.645	5.515	0.047	0.015	0.004
Si	5.508	16.338	5.544	-0.033	0.001	-0.007
Si	8.245	2.674	5.585	-0.042	0.003	0.032
Si	5.475	5.426	5.598	-0.044	-0.05	0.004
Si	8.228	8.218	5.563	0.046	0.047	0.057
Si	5.5	10.911	5.523	-0.059	-0.016	0.003
Si	8.29	13.655	5.513	-0.012	0.059	-0.016
Si	10.976	16.372	5.451	-0.001	-0.001	-0.066
Si	13.715	2.675	5.51	-0.024	-0.005	-0.01
Si	10.943	5.479	5.561	0.002	0.021	0.008
Si	13.698	8.231	5.497	0.083	0.025	-0.044
Si	10.988	10.984	5.468	0.061	0.065	-0.008
Si	13.683	13.634	5.458	-0.029	0.004	-0.058
Si	1.331	1.33	6.893	0.015	0.021	-0.011
Si	4.095	4.082	6.953	0.009	0.003	0.028
Si	1.35	6.803	6.899	0.024	0.028	-0.009
Si	4.1	9.561	6.888	0.01	0.039	-0.017
Si	1.359	12.277	6.851	0.001	0.02	-0.015
Si	4.111	15.005	6.905	0.02	-0.03	0.004
Si	6.846	1.324	6.922	0.028	0.018	0.01
Si	9.592	4.091	6.919	0.005	-0.03	0.01
Si	6.845	6.839	6.913	0.004	0.002	-0.006
Si	9.614	9.616	6.868	-0.045	-0.054	-0.023
Si	6.878	12.295	6.871	0.075	-0.091	-0.011
Si	9.616	15.045	6.877	-0.052	-0.006	0.001
Si	12.316	1.334	6.864	0.038	-0.007	-0.018
Si	15.053	4.073	6.878	0.059	-0.049	-0.013
Si	12.323	6.869	6.881	-0.072	0.016	-0.001
Si	15.053	9.563	6.887	0.032	-0.067	0.035
Si	12.321	12.32	6.876	-0.039	-0.006	-0.002
Si	15.026	15.001	6.856	0.05	0.013	-0.011
Si	16.398	2.717	8.267	-0.011	-0.005	0.017
Si	2.725	16.383	8.254	0.016	0.006	-0.001
Si	16.395	8.186	8.26	-0.022	0.009	0.008
Si	2.723	5.466	8.28	0.022	-0.012	0.01
Si	16.4	13.649	8.231	0.005	0.024	-0.008
Si	2.719	10.925	8.245	-0.01	-0.028	0.007
Si	5.478	2.711	8.281	-0.037	-0.012	0
Si	8.233	16.383	8.271	-0.001	0.032	-0.002
Si	5.465	8.206	8.264	0.005	-0.008	0.007
Si	8.213	5.468	8.269	-0.018	0.002	0
Si	5.491	13.645	8.256	-0.044	0.039	-0.003
Si	8.227	10.942	8.256	-0.022	0.04	-0.001
Si	10.97	2.72	8.254	-0.037	0.023	0.014
Si	13.674	16.375	8.24	-0.032	-0.015	-0.005
Si	10.951	8.231	8.247	0.014	0.012	-0.001
Si	13.684	5.471	8.233	0.014	0.011	-0.002
Si	10.956	13.674	8.255	-0.003	0.001	-0.001
Si	13.677	10.939	8.24	0.006	0.028	-0.004
Si	1.352	4.102	9.632	0.027	-0.006	0.003
Si	4.084	1.362	9.626	0.016	0.006	0.002
Si	1.35	9.562	9.623	0.013	-0.024	0.001
Si	4.086	6.848	9.628	-0.005	0.004	0.01
Si	1.347	15.023	9.615	0.018	-0.021	-0.006
Si	4.089	12.294	9.614	0.031	-0.007	-0.001
Si	6.831	4.112	9.63	0.012	-0.006	0.009
Si	9.582	1.378	9.626	-0.012	-0.017	-0.011
Si	6.836	9.581	9.617	0.013	-0.013	0.001
Si	9.574	6.862	9.614	-0.009	-0.021	0.002
Si	6.841	15.03	9.63	0.022	-0.014	-0.004
Si	9.577	12.317	9.623	-0.012	0.003	-0.011
Si	12.317	4.116	9.616	0.002	-0.019	0
Si	15.02	1.356	9.618	0.01	0.013	-0.011
Si	12.306	9.59	9.623	-0.006	-0.026	0.002
Si	15.025	6.835	9.63	0.019	0	0.003
Si	12.308	15.036	9.628	-0.006	0.003	-0.001
Si	15.032	12.299	9.615	0.005	-0.009	-0.004

Results
total energy: -85945.348 eV
total energy less fixed offsets of O -438.35, Si -107.03 eV per atom: 9.092 eV
